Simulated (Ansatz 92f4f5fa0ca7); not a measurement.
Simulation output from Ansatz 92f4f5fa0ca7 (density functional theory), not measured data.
Periodic cell of 189 atoms, Si117O72, from a study of silicon, its oxide and their interface. The atomic structure is a simulated model.
This geometry differs little from another in the collection (a relaxation step or a small displacement).

Settings: functional PBE; potential files Ansatz PAW; basis plane waves; wave-function cutoff 700 eV; density cutoff ratio 5; exchange-correlation grid ratio 2; k mesh 2 x 2 x 1, shifted by 0.5 0.5 0.5 of a step; self-consistency stop 5e-08 eV per atom in the density residual; occupations Fermi-Dirac, 0.05 eV; spin none; net charge 0.

Cell vectors (angstrom)
a	11.5983	0	0
b	0	11.5983	0
c	-3.7159	-0.2666	25.2694

Atoms: element, x, y, z (angstrom)
Si	-0.8246	-1.229	0.0276
Si	-0.972	4.1815	0.2521
Si	-0.9196	7.2673	0.4855
Si	3.0606	-1.1144	0.0463
Si	3.0189	4.2801	-0.1256
Si	2.9498	7.3983	0.4754
Si	6.8636	-0.3722	-0.1886
Si	7.0698	3.8294	0.0759
Si	6.7521	6.9427	0.2648
Si	1.0966	-0.573	1.3271
Si	1.1177	3.6213	1.2731
Si	1.0249	7.3126	1.7631
Si	5.0087	-0.6685	1.378
Si	4.9436	3.4612	1.1848
Si	4.9156	7.2575	1.696
Si	8.8233	-0.3254	1.2479
Si	8.8167	3.6694	1.663
Si	8.6712	7.391	1.6219
Si	1.0971	1.5296	2.5743
Si	1.0772	5.3259	2.9347
Si	1.0779	9.3028	2.9298
Si	4.9236	1.4432	2.5975
Si	4.9325	5.261	2.8771
Si	5.0005	9.211	2.9454
Si	8.8805	1.5557	2.7347
Si	8.7377	5.5158	3.0437
Si	8.721	9.3949	2.7983
Si	-0.7876	1.5171	4.0859
Si	-0.8655	5.4359	4.2944
Si	-0.9213	9.2997	4.1733
Si	3.005	1.4895	4.042
Si	3.0216	5.3456	4.2679
Si	3.0303	9.2506	4.2472
Si	6.8734	1.5031	4.0674
Si	6.8018	5.3964	4.3343
Si	6.9011	9.2845	4.2827
Si	-0.8532	-0.395	5.5383
Si	-0.8539	3.4266	5.5153
Si	-0.8704	7.4075	5.5952
Si	3.0037	-0.3946	5.5444
Si	3.0085	3.3716	5.5361
Si	3.0149	7.3225	5.5987
Si	6.8763	-0.3776	5.5843
Si	6.8759	3.3906	5.5429
Si	6.863	7.3671	5.6421
Si	1.0658	-0.4329	6.9252
Si	1.0597	3.4248	6.8887
Si	1.0713	7.3836	6.9455
Si	4.9262	-0.4321	6.9342
Si	4.9449	3.3969	6.9045
Si	4.9292	7.3536	6.9884
Si	8.8282	-0.4384	6.9454
Si	8.8269	3.4309	6.8931
Si	8.8104	7.3969	6.9878
Si	1.0204	1.502	8.2488
Si	1.0373	5.4023	8.2064
Si	1.1004	9.2717	8.4038
Si	4.9667	1.4835	8.2725
Si	4.9806	5.3614	8.2465
Si	4.8672	9.2685	8.3963
Si	8.8331	1.5018	8.2436
Si	8.8508	5.4061	8.2309
Si	8.8149	9.2761	8.4711
Si	10.7115	1.5559	9.6495
Si	10.7511	5.4956	9.6246
Si	10.8396	9.2441	9.9038
Si	2.983	1.4366	9.5319
Si	2.9842	5.4089	9.516
Si	2.9797	9.2315	9.89
Si	6.9254	1.4826	9.5992
Si	6.946	5.3424	9.6017
Si	6.7621	9.2804	9.8155
Si	10.7598	-0.2766	11.164
Si	10.7397	3.5689	10.8792
Si	10.8218	7.2019	11.3396
Si	2.9796	-0.2744	11.1398
Si	3.0251	3.4231	10.6825
Si	2.9407	7.1062	11.1344
Si	6.8172	-0.288	11.1425
Si	6.976	3.3867	10.9069
Si	6.8183	7.2058	11.0417
Si	1.1024	0.2507	12.5235
Si	1.1386	3.3485	12.0196
Si	1.1914	6.4174	12.681
Si	4.8724	0.4102	12.3919
Si	4.9298	3.4628	12.0009
Si	4.8784	6.54	12.3333
Si	8.782	-0.6633	12.4744
Si	8.9088	3.352	12.3408
Si	8.699	7.6714	12.4109
Si	0.9964	-0.3983	23.1732
Si	11.0127	6.6392	20.7128
Si	0.3801	11.2247	15.4051
Si	7.5196	8.2634	15.0427
Si	4.7748	7.7031	15.2966
Si	8.1114	3.783	15.2145
Si	2.0816	6.3131	15.6916
Si	5.4877	12.0023	17.5679
Si	5.9103	3.4538	17.1009
Si	2.7383	3.9294	17.1267
Si	10.1408	4.0144	22.2019
Si	0.9484	11.2684	20.1145
Si	6.7252	0.0715	22.5917
Si	1.4442	6.2392	18.5168
Si	9.4089	3.0286	19.5784
Si	9.842	9.6203	16.8102
Si	8.8684	7.9664	19.0498
Si	5.3143	2.4432	23.2941
Si	7.1674	-1.0743	19.8185
Si	2.3122	0.8637	17.6391
Si	7.4977	2.8274	21.7054
Si	1.9162	8.295	20.5868
Si	8.2533	5.1589	17.8093
Si	9.7236	11.7997	18.8137
Si	9.5239	1.2473	14.4839
Si	5.4792	10.3905	14.9864
Si	2.7914	8.7905	23.2363
O	1.8049	12.2889	19.1801
O	2.3538	7.3287	19.3421
O	-0.9516	5.7848	-0.3624
O	6.5126	2.7915	24.3658
O	7.7653	1.299	22.2589
O	0.5564	7.665	21.2735
O	7.878	2.8056	20.1182
O	2.1686	4.6658	15.7735
O	2.9696	3.7171	-1.712
O	4.4423	9.2802	15.6117
O	6.4058	7.7169	-1.1467
O	9.4266	11.1129	17.3633
O	5.3092	0.8216	23.0001
O	6.3229	7.4157	15.8299
O	1.3832	9.6078	23.1384
O	10.6704	5.5151	21.8365
O	6.7406	9.5438	14.3574
O	8.9155	-2.3019	12.5639
O	6.9542	5.422	-0.3424
O	1.1899	1.9088	12.9028
O	1.4762	6.8876	14.2882
O	0.9038	0.2097	21.659
O	1.1333	-0.6054	13.9731
O	4.8819	4.9197	12.8693
O	4.8356	2.0326	12.9027
O	3.6189	6.8173	15.9978
O	1.1943	4.7569	12.919
O	4.3561	3.8764	17.1051
O	8.4179	4.255	13.6788
O	9.536	1.9543	12.9941
O	2.2504	4.8171	18.4171
O	8.2086	6.7282	18.2184
O	8.696	4.9196	16.2454
O	6.7719	4.4926	18.0291
O	5.8937	3.1794	21.9133
O	8.252	7.2685	13.9724
O	7.5844	3.1548	-1.3854
O	6.0433	1.9335	17.702
O	9.6114	7.4265	20.3941
O	11.1676	9.8611	15.8822
O	1.1716	6.7884	16.9858
O	-0.4583	-0.3996	23.9472
O	6.5204	3.5607	15.578
O	-0.589	-0.5024	-1.4265
O	-0.8649	8.7211	-0.3851
O	6.0375	11.0506	18.7689
O	9.8819	1.8092	18.6092
O	6.002	11.3916	16.1543
O	3.8042	9.7942	24.0439
O	6.5428	-0.9458	21.3195
O	11.0452	11.1734	19.5079
O	7.6567	-2.5983	19.4495
O	4.7347	-0.3877	13.8212
O	8.5028	3.9296	22.4153
O	8.7912	2.3111	15.4739
O	2.1975	0.3399	24.0517
O	1.428	11.5699	16.6081
O	2.1493	2.4256	17.2192
O	3.8636	11.9934	17.5871
O	8.7715	-0.1588	14.0857
O	1.6331	9.7959	20.0232
O	8.4701	-0.1026	19.7889
O	2.9773	5.9474	-0.3795
O	2.9178	-2.7574	-0.415
O	8.6411	8.8827	16.0286
O	4.7626	7.4659	13.6851
O	10.046	8.6794	18.142
O	9.3751	4.4201	18.742
O	10.9541	0.8859	15.1695
O	3.1363	8.3589	21.687
O	0.0429	6.0132	19.3238
O	10.4371	3.0966	20.8575

Results
free energy: -115335.344 eV
free energy less fixed offsets of O -569.03, Si -635.61 eV per atom: 1.186 eV
pressure: -0.53 GPa
stress xx, yy, zz, yz, xz, xy (GPa, positive in tension): -0.04, 1.15, 0.47, -0.04, 0.04, -0.21

Forces (eV/angstrom), in the order of the atoms: element, x, y, z
Si	0.1135	-0.0851	-0.2648
Si	0.0674	0.2868	-0.2303
Si	0.0494	-0.0592	-0.5551
Si	-0.1248	-0.2161	-0.2453
Si	-0.1024	0.1332	-0.3967
Si	-0.0867	0.0494	-0.4677
Si	-0.2637	-0.2444	0.0631
Si	0.1509	0.2159	-0.2218
Si	-0.0377	0.0747	-0.3052
Si	0.016	-0.1228	-0.2199
Si	-0.0915	0.1057	-0.1078
Si	0.0355	0.0122	-0.2626
Si	0.0315	0.0864	-0.2574
Si	0.0793	0.1278	0.0249
Si	0.1754	-0.0037	-0.1592
Si	0.1481	-0.1274	-0.2186
Si	-0.0125	-0.0832	-0.1641
Si	-0.2071	-0.2183	-0.2834
Si	-0.0201	-0.049	-0.1188
Si	0.037	-0.0483	0.2659
Si	0.0138	0.0858	0.2813
Si	0.0351	0.0272	-0.1018
Si	0.0287	-0.2081	-0.0139
Si	0.0142	0.0566	0.1858
Si	-0.0371	-0.0352	0.002
Si	-0.1462	0.0821	0.2059
Si	-0.125	0.1963	0.0543
Si	-0.0128	0.0439	0.0572
Si	0.0432	-0.1384	-0.0668
Si	0.1094	0.1755	-0.0494
Si	0.0211	0.0017	-0.0137
Si	-0.0868	-0.1424	-0.0324
Si	-0.0591	0.0068	0.0069
Si	-0.0133	-0.0255	-0.0629
Si	0.0438	-0.009	-0.0602
Si	0.018	0.0408	-0.0349
Si	-0.0372	-0.0729	-0.0097
Si	-0.0183	-0.0112	-0.0295
Si	-0.0144	0.0387	0.0348
Si	0.0364	0.0384	-0.0254
Si	-0.0029	0.0557	-0.0394
Si	0.0471	-0.0335	0.0092
Si	-0.0358	-0.0862	-0.0484
Si	-0.0039	0.0552	-0.0041
Si	-0.0353	0.0386	0.0808
Si	-0.0343	-0.0357	0.0297
Si	-0.035	-0.02	-0.0336
Si	0.0364	0.031	0.0112
Si	0.0014	0.0782	-0.0157
Si	-0.0146	-0.0458	-0.0227
Si	0.0404	0.0551	0.0529
Si	0.0292	0.0702	0.0538
Si	0.0345	-0.0774	-0.0082
Si	-0.0333	-0.0703	0.0517
Si	0.0633	0.0635	0.0357
Si	0.116	0.0871	-0.0425
Si	-0.087	-0.0891	0.1178
Si	-0.0719	-0.0921	0.0063
Si	-0.0285	0.0492	0.0332
Si	0.0712	-0.0415	0.0781
Si	0.0181	0.0172	0.0494
Si	-0.0884	0.0328	-0.0186
Si	0.0135	-0.0352	0.2617
Si	-0.1644	-0.191	-0.0035
Si	0.0578	0.1432	0.0852
Si	-0.1115	0.0995	0.039
Si	0.0111	-0.1051	-0.3293
Si	-0.0535	0.0391	-0.3515
Si	0.0446	0.0638	0.1026
Si	0.0028	-0.1933	-0.199
Si	0.0734	0.1294	-0.1564
Si	0.0906	-0.0007	-0.1446
Si	0.0162	0.0017	0.298
Si	-0.1171	-0.1626	-0.0009
Si	-0.0698	-0.0685	0.0853
Si	-0.0863	0.0173	0.1465
Si	-0.0535	0.0003	0.1771
Si	-0.026	-0.0135	0.0551
Si	0.0601	-0.0118	0.3487
Si	0.206	0.113	0.2825
Si	-0.1234	0.0152	0.1589
Si	0.0009	0.1797	0.1687
Si	0.17	-0.1511	0.4767
Si	0.1705	-0.1255	0.5706
Si	-0.021	0.1632	0.3514
Si	-0.0443	0.002	0.658
Si	0.2333	-0.1922	0.3733
Si	0.0746	-0.1585	-0.1971
Si	-0.2729	0.2401	0.172
Si	-0.036	-0.0001	0.1907
Si	-0.0154	0.0086	-0.1648
Si	-0.0343	0.0347	-0.2103
Si	-0.0246	-0.0872	0.5202
Si	0.0307	-0.0958	0.3798
Si	0.051	0.012	0.3106
Si	-0.2206	0.1457	0.4174
Si	-0.0754	-0.2435	0.3936
Si	-0.1383	0.1369	0.2161
Si	-0.184	-0.0889	0.236
Si	0.0546	-0.0677	0.0972
Si	-0.1421	0.1577	-0.5055
Si	0.0456	-0.0844	-0.354
Si	0.121	0.0872	-0.4085
Si	0.105	0.0135	-0.007
Si	-0.0561	-0.0244	-0.2043
Si	0.082	0.0315	0.2566
Si	-0.0302	-0.0173	0.0201
Si	0.1358	0.141	-0.279
Si	0.0789	-0.0327	-0.1842
Si	0.1597	0.18	0.1332
Si	0.0278	0.0289	-0.3054
Si	-0.0859	-0.0329	-0.2628
Si	-0.0399	0.0928	0.2217
Si	0.0245	0.0301	0.0658
Si	-0.0568	-0.074	0.3459
Si	0.0466	-0.0447	0.3955
Si	0.0322	-0.3848	-0.3815
O	-0.0553	-0.0076	0.0793
O	-0.0812	0.0529	0.1006
O	0.0394	-0.3137	0.5572
O	0.1921	0.1872	0.1462
O	-0.016	-0.0616	0.0988
O	0.0372	0.0345	0.0561
O	-0.0276	-0.0104	0.2308
O	-0.008	0.1186	-0.1122
O	0.1779	0.0218	0.5925
O	0.042	0.0409	-0.1992
O	0.0636	0.097	0.1387
O	-0.0174	-0.0458	-0.1819
O	-0.131	-0.0212	0.1522
O	-0.0004	0.0762	-0.2338
O	-0.0845	-0.0206	-0.0494
O	-0.0176	-0.0632	0.1442
O	-0.0825	0.0282	-0.1134
O	-0.0168	0.0555	-0.159
O	-0.1209	-0.0502	0.356
O	-0.1529	-0.1789	-0.3884
O	-0.1702	0.059	-0.6843
O	0.0278	-0.0518	0.4334
O	0.0828	0.1842	-0.4944
O	0.067	0.2608	-0.6034
O	0.1686	-0.1916	-0.6111
O	0.0569	0.0713	-0.1961
O	-0.1332	0.311	-0.1987
O	0.0505	0.0477	-0.0736
O	0.197	-0.2102	-0.4462
O	0.0619	0.195	-0.0338
O	-0.0363	0.0254	-0.0467
O	0.0256	-0.0908	-0.056
O	-0.0204	-0.1035	-0.2185
O	0.033	-0.0246	-0.1106
O	-0.0723	-0.166	0.3701
O	0.08	-0.0093	-0.3349
O	-0.2612	0.0009	0.3148
O	0.0499	-0.0034	-0.086
O	0.1311	-0.0875	0.0897
O	0.0662	0.0891	-0.2119
O	0.0787	-0.0479	-0.1751
O	-0.0071	-0.165	0.3207
O	0.1499	0.0719	-0.2454
O	-0.0692	-0.0863	0.1871
O	-0.0959	0.2929	0.4478
O	0.0432	0.0058	-0.0036
O	-0.0481	0.0081	0.0491
O	0.0446	-0.1158	-0.3249
O	0.0178	0.3075	0.2664
O	-0.0493	0.087	0.2749
O	0.0473	-0.0112	0.0782
O	-0.0234	0.0563	0.0204
O	0.0372	0.0447	-0.1667
O	-0.0218	-0.077	0.0988
O	0.1313	-0.2018	-0.1066
O	0.3434	-0.0503	0.166
O	-0.1964	-0.0893	-0.3262
O	-0.0437	-0.0281	-0.041
O	-0.0214	-0.0169	-0.066
O	0.0339	0.0459	-0.3178
O	-0.0238	-0.0176	0.0988
O	-0.0288	-0.0272	0.0308
O	0.0627	-0.3069	0.1885
O	0.1184	0.2413	0.5269
O	-0.1567	-0.0408	-0.1895
O	-0.0258	-0.1368	-0.156
O	-0.0121	0.0548	-0.103
O	0.0203	-0.0377	-0.0333
O	-0.1389	0.1205	-0.1571
O	-0.0275	0.1268	0.3516
O	-0.0522	0.0248	0.0945
O	0.0739	0.0745	0.2524

The program warned: the cutoff lies below the one the program advises for these potential files.
